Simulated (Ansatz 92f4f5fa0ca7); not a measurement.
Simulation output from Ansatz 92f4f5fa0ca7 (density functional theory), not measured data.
Periodic cell of 221 atoms, Si132O88H1, from a study of silicon, its oxide and their interface. The atomic structure is a simulated model.
Doubt: the cutoff is far below the 930 eV that the study's wrapper takes by default for these files, so forces and energies are approximate.

Settings
functional: PBE
potential files: Ansatz PAW
basis: plane waves
wave-function cutoff: 580 eV
density cutoff ratio: 5
exchange-correlation grid ratio: 1
k mesh: 1 x 1 x 1, Gamma-centred
self-consistency stop: 5e-08 eV per atom in the density residual
occupations: fixed
spin: none
net charge: +1 e, with a uniform compensating background and no finite-size correction

Cell vectors (angstrom)
a 10.938 0 0
b 0 10.938 0
c 0 0 32.2648

Atoms and the computed forces on them: element, x, y, z (angstrom), force x, y, z (eV/angstrom)
Si 0.1735 -0.0914 24.5347 0.1797 -0.2358 -0.1487
Si 5.5958 -0.2926 24.8244 0.1434 0.0598 -0.3257
Si 2.4899 3.0668 24.5118 0.0026 0.0704 -0.0629
Si 8.0849 2.9841 25.1405 -0.0537 -0.1852 -0.3812
Si 0.0138 5.1429 24.7291 0.2285 0.116 -0.0667
Si 5.8579 5.1037 24.7271 0.0162 0.0349 -0.568
Si 2.4252 8.5603 24.6721 0.0114 -0.1342 -0.2051
Si 7.9578 8.64 24.8418 -0.1164 0.0989 -0.4149
Si 1.4015 1.4235 25.9461 -0.0753 0.0481 -0.2479
Si 6.7535 1.3461 26.1657 0.0001 -0.0616 -0.3029
Si 4.0688 4.1396 25.9913 0.0141 0.0639 -0.0783
Si 9.6149 4.1633 26.3915 -0.0567 -0.0777 -0.1247
Si 1.2743 6.8651 25.9465 -0.0346 -0.0507 -0.256
Si 6.8492 6.8621 26.0429 0.0448 0.0286 -0.229
Si 4.0439 9.5173 26.1592 -0.1 0.0002 -0.1422
Si 9.57 9.7546 26.1117 0.0763 -0.0534 -0.1933
Si 2.7295 0.0414 27.4408 -0.0958 0.1074 0.0416
Si 8.178 0.0598 27.5194 0.0266 0.0424 0.043
Si 0.0522 2.685 27.5064 0.0486 -0.2001 0.0075
Si 5.3868 2.7503 27.4563 -0.0357 0.0975 0.0633
Si 2.716 5.5339 27.4009 -0.0984 -0.0155 -0.1018
Si 8.1736 5.5629 27.5285 0.0136 0.0835 0.1545
Si -0.0392 8.2262 27.4232 -0.0647 0.0233 -0.0388
Si 5.4419 8.1592 27.4702 0.1013 -0.0311 0.0584
Si 4.1018 1.3673 28.8465 -0.2782 0.0945 0.08
Si 9.5708 1.3673 28.8465 0.1425 0.0926 0.383
Si 1.3673 4.1018 28.8465 0.388 0.1208 -0.2588
Si 6.8362 4.1018 28.8465 -0.2984 0.0669 -0.2592
Si 4.1018 6.8362 28.8465 -0.1819 -0.1858 0.0343
Si 9.5708 6.8362 28.8465 0.0535 0.5829 0.279
Si 1.3673 9.5708 28.8465 -0.0849 0.0961 -0.4714
Si 6.8362 9.5708 28.8465 -0.0698 -0.2218 -0.1613
Si 0 0 30.2138 -0.0931 -0.0824 0.0154
Si 5.469 0 30.2138 -0.0165 -0.014 -0.0599
Si 2.7345 2.7345 30.2138 0.1079 0.0473 0.0144
Si 8.2035 2.7345 30.2138 0.1258 0.0264 -0.0367
Si 0 5.469 30.2138 0.0015 0.0134 -0.072
Si 5.469 5.469 30.2138 -0.0637 -0.1198 0.0156
Si 2.7345 8.2035 30.2138 0.0243 0.0163 -0.0567
Si 8.2035 8.2035 30.2138 0.1179 0.0171 0.044
Si 1.3673 1.3673 31.581 -0.0168 0.0557 -0.0453
Si 6.8362 1.3673 31.581 -0.0165 -0.0139 -0.0319
Si 4.1018 4.1018 31.581 -0.0373 -0.0451 0.0081
Si 9.5708 4.1018 31.581 -0.0477 0.0363 -0.0078
Si 1.3673 6.8362 31.581 0.0071 -0.0039 -0.0302
Si 6.8362 6.8362 31.581 0.0004 0.0485 -0.0335
Si 4.1018 9.5708 31.581 -0.0017 0.0106 -0.0084
Si 9.5708 9.5708 31.581 -0.0368 0.035 0.0095
Si 2.7345 0 0.6835 -0.0271 0.0052 0.027
Si 8.2035 0 0.6835 0.0585 0.0168 0.0143
Si 0 2.7345 0.6835 -0.0215 -0.0327 0.026
Si 5.469 2.7345 0.6835 0.0538 -0.0154 0.0051
Si 2.7345 5.469 0.6835 0.0163 0.0001 0.0021
Si 8.2035 5.469 0.6835 0.0238 -0.0469 0.0307
Si 0 8.2035 0.6835 -0.0108 -0.0086 0.0025
Si 5.469 8.2035 0.6835 0.0032 -0.0149 0.0311
Si 4.1018 1.3673 2.0507 0.0167 0.1062 0.0612
Si 9.5708 1.3673 2.0507 -0.0338 -0.0206 0.0089
Si 1.3673 4.1018 2.0507 0.089 0.0174 0.0086
Si 6.8362 4.1018 2.0507 -0.0663 -0.0688 0.0309
Si 4.1018 6.8362 2.0507 -0.1131 -0.0527 0.0107
Si 9.5708 6.8362 2.0507 0.0241 0.0673 0.0513
Si 1.3673 9.5708 2.0507 -0.0476 -0.007 0.0394
Si 6.8362 9.5708 2.0507 -0.0202 0.017 -0.0058
Si 0 0 3.418 -0.2345 -0.0629 -0.1153
Si 5.469 0 3.418 0.2636 -0.1676 0.1648
Si 2.7345 2.7345 3.418 0.1591 0.4419 0.062
Si 8.2035 2.7345 3.418 0.0047 -0.021 0.1599
Si 0 5.469 3.418 0.1846 0.0192 0.3649
Si 5.469 5.469 3.418 -0.0903 -0.2892 0.1186
Si 2.7345 8.2035 3.418 -0.0502 -0.2743 -0.0686
Si 8.2035 8.2035 3.418 -0.0117 0.001 0.1718
Si 1.3645 1.3768 4.7245 0.1143 0.1655 -0.32
Si 6.8641 1.3349 4.8215 0.0672 0.0634 -0.02
Si 4.1245 4.1079 4.8771 0.0601 -0.1312 -0.0892
Si 9.567 4.1046 4.8018 0.0154 -0.0792 -0.1123
Si 1.3926 6.847 4.8493 -0.0033 0.0233 -0.01
Si 6.8628 6.7667 4.7878 0.1572 -0.2118 -0.1025
Si 4.1423 9.4931 4.7601 -0.0571 0.0369 -0.0616
Si 9.5599 9.5712 4.8089 -0.0678 0.0465 -0.0418
Si 2.7244 -0.056 5.9536 -0.0116 -0.0836 0.1764
Si 8.1904 -0.0086 6.2526 0.1922 -0.0086 0.1691
Si 0.0168 2.7289 6.0979 -0.0262 0.0117 0.0219
Si 5.5046 2.6288 6.2333 -0.2696 -0.0119 0.4181
Si 2.7843 5.5558 6.3234 -0.0327 0.0199 0.3934
Si 8.1972 5.3853 6.2318 -0.1288 0.1517 0.1653
Si -0.0311 8.1842 6.1843 0.0892 0.1117 0.1981
Si 5.4934 8.1065 6.1416 -0.0844 0.0474 0.3109
Si 3.7563 1.3684 7.5004 -0.1504 0.012 -0.5212
Si 9.9074 1.1526 7.4601 0.0165 -0.1011 0.1784
Si 1.6583 3.7809 7.4355 0.1356 -0.0179 0.0738
Si 6.6503 4.1619 7.6122 0.5111 -0.536 -0.0898
Si 4.522 6.6127 7.7937 0.3211 -1.4716 -2.6938
Si 9.286 7.0729 7.488 0.0503 -0.0604 0.2805
Si 1.188 9.8544 7.3462 -0.4124 0.0878 -0.0096
Si 6.9938 9.2605 7.4688 0.4723 -0.0757 -0.3051
O 1.212 4.1141 24.0748 0.0933 -0.0258 0.3725
O 6.7725 9.642 24.1556 0.0812 -0.1427 0.8247
O 2.8583 2.6974 7.1887 0.0635 0.1163 0.2531
O 8.1699 8.2083 7.9853 -0.2005 0.0764 -0.2358
O 5.5934 5.3483 8.0898 -0.8606 1.1004 0.4887
O 0.1037 0.038 7.9857 0.073 -0.1444 -0.3973
O 5.3526 5.555 23.2098 -0.0471 -0.1602 0.5337
O 10.5509 0.5121 23.051 0.1342 -0.1044 0.3639
O 2.1888 9.4586 8.6251 0.2319 -0.3683 0.1716
O 1.5207 3.7264 9.0773 -0.0221 0.1472 -0.1775
O 9.481 2.0198 8.7869 -0.049 -0.0222 -0.034
O 7.6532 9.9424 12.1693 -0.2753 -0.2583 -0.1807
O 3.34 0.9009 9.0696 0.2301 -0.0688 0.032
O 4.2515 7.3993 9.3938 0.0747 -0.1339 1.0169
O 7.2046 3.3354 8.9622 -0.1898 0.2079 -0.3149
O 9.8574 6.5181 8.9502 -0.0893 -0.0322 -0.3775
O 3.3449 2.5051 23.1641 -0.2467 0.0916 0.2937
O 4.6277 0.2346 23.5946 0.0455 -0.0589 0.182
O 9.2148 2.3709 24.1157 -0.1141 0.186 0.2171
O 9.7522 5.6182 23.6475 0.149 -0.1233 0.1055
O 19.8717 8.1769 23.5852 -0.1148 0.0594 0.3311
O 3.2893 7.982 23.3778 -0.1105 0.1474 0.3602
O 7.0211 3.9658 24.3104 -0.1369 0.1732 0.6585
O 1.3042 9.676 24.0987 0.0435 -0.042 0.409
Si 3.7753 6.4575 10.7998 -0.9051 -1.6544 2.5912
Si 9.1472 4.2677 14.6971 0.1237 -0.0424 0.2529
Si 7.4024 8.335 12.0015 1.0783 0.1481 0.7216
Si 4.208 1.296 22.4279 0.0888 0.0249 -0.0741
Si 17.1614 3.8632 14.3695 0.208 -0.0809 0.4115
Si 2.7444 -0.445 20.2081 -0.138 -0.0656 -0.0586
Si 7.1723 4.1777 19.5441 0.1469 -0.1212 0.1601
Si 14.0164 6.6563 16.5435 -0.0653 0.1026 0.3299
Si 1.9737 4.1229 10.5846 -0.5048 -0.652 0.2415
Si 5.6945 16.2287 16.8479 0.1487 -0.1451 0.3841
Si 3.782 9.7687 17.3355 -0.0849 0.1543 0.2179
Si 10.2157 4.4195 11.7319 -0.0901 -0.0543 0.4075
Si 10.9247 6.5219 16.1518 -0.086 0.1296 0.2326
Si 8.003 1.6281 14.5722 0.1095 -0.0941 0.2541
Si 2.7822 10.4545 9.7873 -0.8832 0.7962 -0.1209
Si 9.0802 6.8143 22.7136 0.1254 0.0165 -0.247
Si 11.1816 -1.1553 11.2935 -0.4895 -0.0787 0.4889
Si 3.5664 -3.2477 13.805 -0.0825 0.3501 1.1828
Si 5.1619 8.7735 9.9438 1.6188 2.3114 1.0731
Si 9.581 1.7917 22.6535 -0.1556 0.0775 -0.1026
Si 11.9186 -0.3951 16.6778 -0.0711 0.0416 0.2843
Si 8.3974 2.6198 9.8418 0.1736 0.0386 0.1881
Si -0.4337 8.2564 18.4746 -0.072 0.0847 0.2
Si 11.7395 -2.0038 14.2506 -0.2271 0.0133 0.3994
Si 4.731 3.8854 11.7405 0.0525 -0.7323 0.5991
Si 5.9991 6.0915 21.8133 0.0254 -0.0294 -0.3105
Si 6.4533 7.7401 14.7984 0.1142 -0.0026 0.5128
Si 11.5281 6.5506 20.7677 0.1062 -0.1497 -0.2166
Si 11.0953 1.0955 18.9407 -0.0922 0.0926 0.1053
Si 14.2194 7.7026 21.7677 -0.1312 -0.0076 -0.412
Si 6.972 1.392 20.8552 0.0296 -0.0766 -0.3307
Si 9.9427 7.1814 10.4374 0.0697 0.0095 0.3381
Si -0.6502 3.7236 20.2855 -0.0335 0.0801 -0.2655
Si 8.4464 -0.5982 19.1923 0.0383 0.0886 0.2493
Si 6.8449 10.2344 16.4359 0.0595 0.0448 0.3299
Si 8.5566 0.323 11.8471 0.2351 0.0663 0.3654
O 13.3553 8.8263 14.0389 0.2581 -0.1392 -0.227
O 7.7265 -0.7165 17.7729 -0.1212 -0.0204 -0.2519
O 5.9904 8.198 11.222 -1.3315 -0.317 -1.3728
O 1.6148 10.5905 10.9373 0.5478 0.0503 -0.4454
O 4.9309 -5.6256 10.97 -0.1766 1.2682 -0.8229
O 10.0002 7.1912 17.3377 0.022 -0.1126 -0.1774
O 6.2493 4.9435 20.6674 -0.0786 0.0897 0.1343
O 6.6599 13.2873 14.0051 -0.1719 0.0979 -0.123
O 3.5348 7.2271 12.2428 0.1776 -0.268 -1.5932
O 2.3368 5.7233 10.4966 0.8972 1.1052 -0.4317
O 7.6126 4.7774 14.3645 -0.1472 0.0485 -0.1428
O 11.3931 -1.5668 17.6884 0.0451 -0.019 -0.0804
O 9.9124 4.1729 13.2866 0.0539 0.0183 -0.3145
O 0.6177 7.5092 19.458 -0.0063 0.0263 -0.0308
O 6.9531 2.5456 19.668 -0.0166 -0.0165 0.0626
O 12.4357 6.233 16.7788 0.1483 -0.0364 -0.073
O 17.201 6.546 15.9218 0.0143 0.1273 -0.224
O 13.0077 6.6219 21.4682 0.0301 -0.0174 0.1114
O 3.2997 0.6569 21.255 0.0267 0.0736 0.1833
O 0.7133 3.7117 11.5077 0.3475 0.0935 -0.2103
O 7.222 -0.1126 20.198 0.0089 -0.0051 0.0302
O 8.1753 1.453 21.9379 0.066 -0.0375 0.1
O -1.6866 8.8997 19.3401 -0.0124 0.0132 -0.0637
O 2.7811 9.052 20.9803 0.0655 -0.0022 0.0817
O 12.2252 0.208 19.7573 0.1403 -0.0742 0.0229
O 6.0986 9.5778 8.8608 -0.6648 -0.6547 0.3757
O 8.5265 7.7045 11.0276 -0.2729 0.0353 -0.0771
O 8.8204 1.0113 13.304 0.0051 -0.0803 -0.2246
O 7.4221 11.4997 15.6218 0.0093 0.0329 -0.0964
O 5.7577 2.7093 11.3291 -0.0784 0.1784 -0.1353
O 2.6029 -0.3391 16.5767 0.0666 0.0278 -0.1282
O 3.2203 14.315 11.3421 0.0589 0.1804 -0.2223
O -6.7795 5.675 17.3145 -0.023 0.0286 -0.1342
O 11.1154 7.562 14.8932 0.0671 0.0586 -0.1788
O 4.0769 9.8296 10.5442 0.3882 -1.0865 -0.3405
O 3.4539 8.1741 17.0834 -0.0167 -0.1699 -0.055
O 10.0646 5.2118 15.6693 -0.0519 -0.0269 -0.0549
O 10.2662 2.9391 21.7233 0.0577 -0.0816 0.2005
O 5.0447 15.1847 13.3094 -0.1203 0.1738 -0.46
O 4.8034 7.1594 21.3173 -0.0456 0.057 0.1149
O 11.0227 2.6938 19.2502 0.0248 -0.0912 -0.0253
O 8.9733 2.7443 15.3092 -0.0313 0.0222 -0.0807
O 3.7029 -0.7066 18.9056 0.047 -0.0363 -0.085
O 5.6017 1.6905 21.6776 -0.1349 0.0557 0.1502
O 5.2424 10.2229 16.7649 -0.0016 0.0077 -0.0854
O 7.8874 1.3551 10.7645 -0.0883 0.063 -0.2001
O 9.5992 0.5498 19.3153 0.0146 -0.0389 -0.0265
O 17.613 4.8393 18.1111 -0.1443 0.1495 -0.2914
O 7.5538 6.5875 22.1169 0.2687 0 0.1404
O -5.9181 -2.641 14.2283 -0.1853 -0.0471 -0.3045
O 7.3449 -3.426 13.4247 -0.0812 0.0411 -0.428
O 11.358 -0.7122 15.1849 0.0588 -0.095 -0.1901
O 10.2373 7.0905 21.6066 -0.1987 0.0442 0.1717
O 9.0708 3.7744 10.775 -0.1367 -0.1029 -0.1691
O 8.8098 -6.6237 19.799 -0.0431 -0.0053 0.0296
O 0.4234 11.9303 17.3249 0.0849 -0.0522 -0.2011
O 16.5474 3.9829 15.8751 -0.0723 -0.0519 -0.2198
O 11.0812 -1.7283 12.812 -0.0083 0.022 -0.3582
O 11.2852 4.9939 20.3775 0.0425 0.0404 0.1181
O 0.0381 8.4506 10.3568 0.0986 0.0304 -0.1453
O 10.4185 6.0078 11.4496 0.0566 0.1234 -0.1167
O 9.9621 -0.098 11.1463 0.0669 -0.0209 -0.161
O 14.2214 6.5091 14.9111 0.0537 -0.0079 -0.4924
O 7.2277 8.9134 15.5889 -0.0243 -0.1184 -0.2002
H 5.6122 2.222 10.5038 -0.0661 0.0488 0.1286

Results
free energy: -133978.518 eV
free energy less fixed offsets of H -15.97, O -568.88, Si -635.61 eV per atom: -0.588 eV

The program warned: the cutoff lies below the one the program advises for these potential files; the exchange-correlation potential is rough where the density is thin.
